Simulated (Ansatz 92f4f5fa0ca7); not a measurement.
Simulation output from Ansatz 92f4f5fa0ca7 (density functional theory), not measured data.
Periodic cell of 224 atoms, Si133O90H1, from a study of silicon, its oxide and their interface. The atomic structure is a simulated model.
Doubt: the cutoff is far below the 930 eV that the study's wrapper takes by default for these files, so forces and energies are approximate.
This geometry differs little from another in the collection (a relaxation step or a small displacement).

Settings
functional: PBE
potential files: Ansatz PAW
basis: plane waves
wave-function cutoff: 580 eV
density cutoff ratio: 5
exchange-correlation grid ratio: 1
k mesh: 1 x 1 x 1, Gamma-centred
self-consistency stop: 5e-08 eV per atom in the density residual
occupations: fixed
spin: none
net charge: +1 e, with a uniform compensating background and no finite-size correction

Cell vectors (angstrom)
a 10.938 0 0
b 0 10.938 0
c 0 0 32.3271

Atoms: element, x, y, z (angstrom)
Si 0.4617 -0.5492 24.7638
Si 5.5497 -0.2799 24.9114
Si 2.5732 2.9451 24.9347
Si 8.0549 2.9653 24.6625
Si 0.3458 5.2343 24.8272
Si 4.8499 6.0204 24.8203
Si 2.7076 8.2336 25.306
Si 7.9417 8.5555 24.7071
Si 1.3732 1.2719 26.089
Si 6.7805 1.4458 26.0257
Si 4.0682 4.2215 26.2022
Si 9.5593 4.1325 26.0794
Si 1.276 6.7809 26.3554
Si 6.7685 6.8923 26.0034
Si 4.1638 9.5964 26.4601
Si 9.5826 9.5771 26.089
Si 2.7136 0.0569 27.6079
Si 8.198 0.0651 27.4566
Si -0.0166 2.7004 27.4725
Si 5.4544 2.7755 27.5017
Si 2.7114 5.4675 27.6402
Si 8.1677 5.5084 27.4518
Si -0.0897 8.2274 27.5769
Si 5.5405 8.1483 27.6124
Si 4.1018 1.3673 28.9089
Si 9.5708 1.3673 28.9089
Si 1.3673 4.1018 28.9089
Si 6.8362 4.1018 28.9089
Si 4.1018 6.8362 28.9089
Si 9.5708 6.8362 28.9089
Si 1.3673 9.5708 28.9089
Si 6.8362 9.5708 28.9089
Si 0 0 30.2761
Si 5.469 0 30.2761
Si 2.7345 2.7345 30.2761
Si 8.2035 2.7345 30.2761
Si 0 5.469 30.2761
Si 5.469 5.469 30.2761
Si 2.7345 8.2035 30.2761
Si 8.2035 8.2035 30.2761
Si 1.3673 1.3673 31.6434
Si 6.8362 1.3673 31.6434
Si 4.1018 4.1018 31.6434
Si 9.5708 4.1018 31.6434
Si 1.3673 6.8362 31.6434
Si 6.8362 6.8362 31.6434
Si 4.1018 9.5708 31.6434
Si 9.5708 9.5708 31.6434
Si 2.7345 0 0.6835
Si 8.2035 0 0.6835
Si 0 2.7345 0.6835
Si 5.469 2.7345 0.6835
Si 2.7345 5.469 0.6835
Si 8.2035 5.469 0.6835
Si 0 8.2035 0.6835
Si 5.469 8.2035 0.6835
Si 4.1018 1.3673 2.0507
Si 9.5708 1.3673 2.0507
Si 1.3673 4.1018 2.0507
Si 6.8362 4.1018 2.0507
Si 4.1018 6.8362 2.0507
Si 9.5708 6.8362 2.0507
Si 1.3673 9.5708 2.0507
Si 6.8362 9.5708 2.0507
Si 0 0 3.418
Si 5.469 0 3.418
Si 2.7345 2.7345 3.418
Si 8.2035 2.7345 3.418
Si 0 5.469 3.418
Si 5.469 5.469 3.418
Si 2.7345 8.2035 3.418
Si 8.2035 8.2035 3.418
Si 1.301 1.4167 4.735
Si 6.8918 1.3472 4.8761
Si 4.194 4.0242 4.7217
Si 9.55 4.0956 4.8559
Si 1.3492 6.8553 4.7883
Si 6.8638 6.7853 4.7433
Si 4.1239 9.5623 4.7336
Si 9.6288 9.5406 4.8436
Si 2.8738 0.1775 5.9773
Si 8.2352 -0.1 6.282
Si -0.0616 2.6536 6.2444
Si 5.613 2.8382 6.26
Si 2.7143 5.3421 5.9275
Si 8.2421 5.5502 6.2518
Si 0.1176 8.2294 6.3272
Si 5.4175 8.0985 6.032
Si 3.8699 1.7788 7.3631
Si 9.9483 0.9108 7.619
Si 1.5782 3.8988 7.3561
Si 6.6068 4.5287 7.6709
Si 4.1906 6.5054 7.248
Si 9.3297 7.1715 7.6222
Si 1.5231 9.9146 7.4209
Si 6.8936 9.2091 7.4128
O 10.9786 5.8973 23.3505
O 4.5133 0.0274 23.665
O 8.058 8.183 8.0489
O 2.7192 2.8251 7.9128
O 7.1592 4.0771 23.8275
O 1.6741 9.2671 24.4986
O 5.3436 5.5614 7.9502
O 0.3275 -0.0684 8.053
O 7.0599 4.1927 9.2304
O 5.7454 9.7039 8.5521
O 9.9614 6.5119 9.0073
O 2.9173 9.5761 8.8117
O 4.3091 0.9997 8.7646
O 1.0357 4.745 8.6561
O 9.2706 1.2811 9.0674
O 3.187 6.9702 8.4959
O 7.3773 6.2285 22.1821
O 8.8588 2.1363 23.4842
O 5.0901 5.5046 23.2809
O 3.3128 2.4057 23.5623
O 10.9054 -0.2456 23.2173
O 3.73 7.2088 24.4816
O 1.4324 4.0426 24.4738
O 6.7381 9.6476 24.3342
Si 14.6147 1.0581 22.7234
Si -1.3012 2.5871 22.1202
Si 0.699 11.534 22.0141
Si 11.5864 0.7278 14.9188
Si 5.72 -0.6787 11.9234
Si 11.637 15.726 12.6018
Si 9.3502 1.5198 10.6835
Si 5.2569 4.0257 19.9471
Si 9.7948 8.0191 13.4468
Si 10.3856 -2.9793 16.3998
Si 10.794 5.2445 9.6417
Si -0.3028 5.4482 21.8113
Si 8.4976 -1.2723 11.4428
Si 8.7716 5.0189 13.1611
Si 7.2137 3.5084 15.5356
Si 12.2483 6.027 15.3239
Si 5.6729 5.6414 17.2861
Si 4.4588 10.411 9.231
Si 13.388 1.4412 18.6543
Si 9.6521 0.7574 19.8034
Si -1.1312 2.2389 16.9247
Si 12.6084 9.8615 17.1587
Si 5.1441 1.1019 20.0021
Si 3.5617 7.7265 16.3913
Si 12.9986 4.103 19.9827
Si -3.6198 9.6597 19.7156
Si 8.3946 7.4354 21.8353
Si 2.5235 2.394 13.3478
Si 5.6204 -1.4611 14.8007
Si 2.6834 8.024 9.5872
Si -3.5762 -2.6677 16.9731
Si 0.8052 11.5791 11.9737
Si 6.4785 4.9714 22.6354
Si 1.5524 -7.16 17.1609
Si 11.1045 8.8145 10.9183
Si 5.3802 1.4029 14.0317
Si 8.1465 4.0384 10.4299
O 8.1417 2.5428 11.0648
O 5.6271 -1.7222 13.1745
O 9.8322 1.5462 18.3951
O 3.6609 -6.6639 20.3088
O -1.3859 8.9588 10.3923
O 0.0655 0.1771 20.559
O 1.0741 7.9957 9.8216
O 15.0223 2.3827 13.7974
O 17.8908 -1.2152 10.9848
O 12.4941 0.1364 18.2453
O 10.925 6.4126 16.2245
O 10.2974 -2.3692 14.8819
O 7.8924 4.4377 14.3784
O 13.2509 12.1542 12.2206
O 6.7759 6.7634 16.9207
O 11.1182 11.1513 13.4328
O 12.9322 4.6507 15.8607
O 19.6566 -0.5115 19.4684
O 0.2753 13.1019 22.2664
O 5.8827 0.8184 12.5727
O 5.6591 2.5309 19.3753
O -1.9872 1.7983 20.8629
O 5.1067 0.0911 14.9934
O 7.966 5.0548 11.7076
O 12.5061 2.062 14.6356
O 6.1405 4.1374 21.2995
O 1.7301 4.7098 18.4981
O 0.9142 10.2558 11.0336
O 3.8591 0.7356 19.0642
O 11.3384 8.8667 17.3451
O 11.4916 5.4791 11.1127
O 10.8916 12.7544 11.1819
O 3.0193 -2.0009 17.3659
O 6.0512 4.3576 16.3256
O -2.2581 8.1742 23.2767
O 1.0063 16.8552 13.7321
O 10.1657 4.1444 12.9829
O 5.7163 5.1267 18.8333
O 9.5793 4.1899 21.8517
O 4.2166 6.3949 17.0895
O 3.5201 7.8897 10.9782
O 4.4832 -0.6105 10.8455
O 7.6369 8.4825 20.8184
O 1.8383 2.4378 19.8481
O 8.9514 -2.8981 17.1145
O -1.1522 6.7498 21.2195
O -2.3473 -1.9692 12.9012
O 8.9857 0.2479 11.6093
O -0.6642 12.0679 15.804
O 4.6082 8.3772 15.367
O 8.3542 2.893 16.547
O 2.3259 -3.6684 15.4548
O -4.7523 10.7878 20.105
O 9.6453 4.1025 9.7665
O 13.4532 2.45 17.3458
O 2.312 0.3819 22.1148
O 11.0366 8.094 12.3714
O 6.5281 2.2682 14.7509
O -1.7871 6.5395 13.5656
O -0.0235 3.4245 16.9717
O 11.99 4.9257 21.0037
O 4.6553 1.4632 21.5072
O 7.0102 -1.7668 15.6336
O 12.5144 -0.3936 15.664
O 6.7999 -1.9345 18.3164
O 12.9236 3.7809 12.6608
H 3.6734 6.9833 11.293

Results
free energy: -135753.313 eV
free energy less fixed offsets of H -15.97, O -568.88, Si -635.61 eV per atom: -2.013 eV

Forces (eV/angstrom), in the order of the atoms: element, x, y, z
Si 0.0614 -0.0961 -0.0773
Si 0.0726 -0.0862 -0.0944
Si -0.0508 0.0891 -0.0418
Si -0.0028 0.0113 -0.0301
Si 0.0719 -0.0848 0.0416
Si -0.0946 0.0635 -0.0404
Si -0.006 0.0267 -0.063
Si -0.0624 0.0594 -0.0287
Si -0.005 0.0262 0.0129
Si -0.0025 0.0244 -0.0053
Si -0.0392 -0.006 0.0151
Si 0.0119 -0.0316 -0.001
Si -0.009 -0.0268 -0.0258
Si 0.0327 0.0254 -0.0001
Si 0.0126 -0.0041 -0.0023
Si -0.0394 0.0085 -0.0042
Si -0.0018 -0.0394 -0.0509
Si -0.0031 -0.0071 0.0017
Si -0.0285 0.0209 -0.0186
Si 0.0288 0.0025 -0.0257
Si 0.0135 0.0247 -0.0678
Si 0.0133 -0.0217 -0.0215
Si 0.0331 -0.0214 -0.0389
Si -0.0075 0.0137 -0.0414
Si 0.1009 0.5592 0.1756
Si -0.0922 0.083 -0.2512
Si -0.3369 -0.57 0.1403
Si 0.1054 0.1641 -0.382
Si 0.151 -0.0812 0.5123
Si -0.6257 -0.1022 0.0666
Si -0.2117 0.0191 0.0804
Si 0.5152 0.25 -0.0692
Si -0.0216 -0.0706 0.0061
Si 0.063 0.0274 -0.0674
Si 0.0107 0.0092 0.0501
Si 0.076 0.0081 -0.0514
Si -0.0766 -0.1554 -0.0554
Si -0.0879 0.0033 0.0361
Si 0.0757 -0.0199 -0.0261
Si 0.0668 0.0555 0.0527
Si 0.0558 0.0253 -0.0246
Si -0.0543 -0.0074 -0.028
Si -0.0033 -0.009 -0.0005
Si -0.0147 0.071 -0.0003
Si 0.021 0.0267 -0.0403
Si -0.0323 0.0186 -0.0266
Si -0.0656 0.0352 -0.0228
Si 0.0019 -0.0357 -0.0016
Si 0.0427 -0.0398 0.0158
Si 0.0078 0.0015 -0.0106
Si 0.0017 -0.0328 0.0252
Si 0.0113 -0.0022 0.025
Si -0.0024 0.0152 0.0029
Si 0.038 -0.0316 0.0066
Si 0.0201 0.0163 0.028
Si -0.0117 -0.056 0.0273
Si -0.1185 -0.0218 -0.0204
Si -0.0218 -0.0347 0.0327
Si 0.1208 0.0916 0.0331
Si -0.0974 0.0415 -0.0437
Si -0.0157 -0.0052 0.0489
Si -0.0845 -0.0339 -0.0118
Si 0.0322 -0.0277 -0.0024
Si 0.098 0.1653 0.0399
Si -0.2171 -0.1758 -0.1154
Si 0.4108 0.2417 0.1316
Si 0.1159 -0.1463 -0.3724
Si -0.0251 -0.0221 0.4171
Si -0.2778 -0.0383 0.3089
Si 0.2263 -0.2343 -0.5414
Si -0.2368 0.0779 -0.1034
Si 0.3553 -0.0707 0.1176
Si 0.1237 -0.0494 0.0767
Si 0.0047 -0.0091 0.0146
Si -0.0022 -0.0096 0.0291
Si 0.0241 -0.0155 0.054
Si -0.0335 -0.056 0.0197
Si 0.0171 0.0245 0.0333
Si 0.0125 0.0237 0.0109
Si -0.042 -0.0054 -0.0355
Si -0.2591 -0.1129 -0.1359
Si 0.0074 0.033 -0.0753
Si -0.0391 0.0074 -0.046
Si 0.027 0.0269 -0.0442
Si 0.0095 0.0121 -0.0424
Si -0.0335 -0.0219 -0.0118
Si 0.0627 0.0044 -0.1022
Si 0.0246 0.0101 -0.1433
Si -0.0244 -0.0305 0.253
Si 0.0585 -0.0791 0.0768
Si 0.1261 -0.0851 0.0689
Si -0.0607 0.0371 -0.0404
Si -0.1215 -0.0326 0.1875
Si -0.0604 -0.002 0.0767
Si -0.4075 0.319 -0.4236
Si 0.0042 0.0279 0.1925
O 0.0079 0.0045 0.025
O 0.0107 0.0317 0.0511
O -0.0164 -0.0037 -0.055
O -0.0689 0.0928 -0.0836
O -0.0153 0.0098 0.0602
O -0.0002 -0.0143 0.103
O 0.0604 -0.0178 -0.0452
O 0.0089 0.0342 -0.1094
O 0.0152 -0.0044 -0.005
O 0.0764 -0.051 -0.1398
O 0.0105 -0.0027 -0.0657
O 0.4621 -0.3234 0.5249
O -0.0126 -0.0292 -0.0885
O -0.0438 0.013 -0.0426
O 0.0162 0.0035 -0.015
O 0.0141 0.102 -0.0848
O -0.0096 -0.0032 0.0572
O 0.0164 0 0.058
O 0.0133 -0.0065 0.0448
O 0.0126 -0.0237 0.022
O -0.0012 0.0074 0.0647
O -0.0039 0.0056 0.0754
O -0.0179 0.0393 0.0792
O -0.0137 0.0277 0.1081
Si 0.0378 -0.0144 -0.0612
Si -0.0329 0.0114 -0.1048
Si -0.0087 0.0229 -0.1004
Si -0.0228 0.0062 0.0738
Si 0.0311 -0.0025 0.1335
Si -0.0211 -0.0379 0.1717
Si 0.0036 0.0125 0.1692
Si -0.0112 -0.0506 -0.0409
Si -0.0085 0.0054 0.0984
Si 0.0098 0.005 0.0289
Si 0.0278 -0.017 0.0948
Si -0.0257 -0.0235 -0.1165
Si 0.0198 -0.0125 0.1749
Si 0.0244 0.0077 0.1492
Si 0.0212 -0.0094 0.0643
Si -0.0134 -0.0117 0.0721
Si 0.0132 -0.0026 0.0862
Si -0.065 0.0478 0.209
Si 0.0426 0.0153 0.0153
Si -0.0425 -0.0026 -0.0054
Si 0.0203 -0.0138 0.0736
Si -0.0227 0.0179 0.0389
Si 0.0324 -0.0169 -0.0562
Si -0.003 -0.0013 0.0557
Si -0.0006 0.0188 -0.0206
Si 0.0221 0.0461 0.0078
Si -0.0122 0.0004 -0.1005
Si -0.0012 -0.025 0.0906
Si 0.012 0.0077 0.0998
Si 0.1216 0.0632 0.2228
Si -0.0047 0.0245 0.0841
Si -0.0064 -0.0167 0.1238
Si 0.0298 -0.04 -0.0832
Si -0.0087 -0.005 0.0581
Si -0.048 0.0482 0.2229
Si -0.0035 -0.0008 0.093
Si -0.0268 -0.0028 0.1327
O 0.0115 -0.0011 -0.0923
O -0.016 -0.0012 -0.0522
O 0.0017 0.0068 -0.0239
O -0.0006 0.0029 0.0255
O 0.0057 0.0181 -0.0551
O 0.0268 -0.0082 0.0366
O 0.1741 0.0562 -0.1257
O 0.0068 0.0063 -0.0442
O -0.0241 0.0119 -0.0643
O 0.005 -0.0188 -0.0143
O 0.001 0.0097 -0.0255
O -0.0027 -0.0062 -0.0341
O -0.0108 -0.0103 -0.0484
O -0.0175 0.0178 -0.0383
O -0.0012 -0.0152 -0.0345
O 0.0215 0.0032 -0.0564
O -0.0013 0.004 -0.0348
O 0.0081 -0.0057 0.0043
O 0.0237 -0.035 0.0648
O -0.005 -0.017 -0.067
O -0.0145 0.0101 0.025
O 0.0184 -0.0043 0.0407
O -0.0022 -0.0058 -0.0387
O -0.0024 -0.0068 -0.1027
O 0.0044 -0.0041 -0.044
O 0.0081 0.0093 0.0526
O -0.001 -0.0134 -0.033
O -0.0009 -0.0439 -0.0753
O -0.0225 0.0103 -0.0018
O 0.0003 -0.0073 -0.0117
O -0.02 0.0052 -0.1218
O -0.0317 -0.0041 -0.08
O 0.0065 -0.0116 -0.0147
O -0.0078 0.0079 -0.037
O 0.0117 0.0035 0.0596
O -0.0004 0.0038 -0.0629
O 0.022 0.0167 -0.0729
O -0.0015 0.0203 -0.0315
O 0.0092 0.0109 0.0424
O 0.0016 0.003 -0.0207
O -0.1961 0.0011 -0.1736
O -0.0157 0.018 -0.1375
O 0.0115 -0.0145 0.0366
O -0.0038 0.0037 0.0129
O -0.0093 -0.0056 -0.0181
O -0.0019 0.0129 0.0558
O -0.0028 0.0145 -0.099
O 0.0117 0.0066 -0.1125
O 0.0047 -0.0011 -0.047
O -0.0031 0.0024 -0.0513
O -0.0204 0.0129 -0.0362
O 0.0145 -0.0014 -0.0452
O -0.0091 -0.0074 0.0076
O 0.0113 0.0011 -0.0527
O -0.0076 0.0031 -0.0158
O 0.0019 -0.0099 0.0424
O 0.0116 0.0117 -0.1205
O -0.0103 -0.0035 -0.0396
O -0.0121 -0.013 -0.0604
O 0.005 0.0052 -0.0228
O 0.0127 -0.0041 0.0284
O -0.0199 0.0113 0.0609
O -0.0121 0.0045 -0.052
O 0.0128 -0.0091 -0.023
O -0.0152 -0.0242 -0.0491
O -0.003 0.0205 -0.0646
H 0.0474 0.0365 -0.0023

The program warned: the cutoff lies below the one the program advises for these potential files; the exchange-correlation potential is rough where the density is thin.
